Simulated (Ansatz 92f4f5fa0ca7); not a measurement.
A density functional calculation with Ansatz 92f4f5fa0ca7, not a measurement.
Periodic cell of 177 atoms, Si99O78, from a study of silicon, its oxide and their interface. The atomic structure is a simulated model.

Settings
functional: r2SCAN
potential files: Ansatz norm-conserving
basis: plane waves
wave-function cutoff: 1300 eV
density cutoff ratio: 4
exchange-correlation grid ratio: 1
k mesh: 2 x 2 x 1, shifted by 0.5 0.5 0.5 of a step
self-consistency stop: 5e-08 eV per atom in the density residual
occupations: Fermi-Dirac, 0.05 eV
spin: none
net charge: 0

Cell vectors (angstrom)
a  11.5403  0  0
b  0  11.5403  0
c  -5.066  5.7612  23.1606

Atoms and the computed forces on them: element, x, y, z (angstrom), force x, y, z (eV/angstrom)
Si  2.1191  8.9045  0.1854  0.0925  0.0726  -0.1283
Si  10.4262  3.2024  -0.7984  -0.1888  0.1955  -0.1713
Si  12.9014  6.4127  -2.0515  0.2622  -0.1804  0.1374
Si  5.7057  9.1921  -0.1185  0.5395  0.3723  -0.918
Si  4.4221  -0.5084  -2.0358  0.4672  -0.4311  -0.1768
Si  3.2989  6.6953  0.1821  -0.1104  -0.8317  0.0927
Si  9.6456  9.1487  -0.1786  -0.5545  0.7029  0.2114
Si  7.7521  2.234  -0.3679  -0.1759  -0.0766  0.1404
Si  5.6351  6.7614  -0.7205  -0.7568  0.3161  0.1732
Si  3.9393  9.8615  1.2921  -0.2048  -0.1474  -0.0711
Si  3.5374  1.9108  -0.0913  0.7366  0.0492  -0.1635
Si  5.4531  3.8294  -1.5966  0.2529  0.2881  -0.513
Si  8.6006  6.8969  0.4338  0.0055  -0.2098  -0.9126
Si  7.6941  -1.7662  1.0726  0.4435  0.1923  0.1611
Si  10.5859  6.0339  -0.3028  -0.0848  -0.5135  0.19
Si  11.6132  9.6072  1.1564  -0.1151  -0.2253  -0.1368
Si  12.7814  1.6385  -0.1625  -0.5193  0.1533  -0.2212
Si  12.0943  4.2886  -4.3007  -0.1572  0.0875  -0.338
Si  3.918  8.2023  2.9531  0.0111  0.2331  0.0384
Si  3.9461  0.4703  2.4037  0.3667  0.2247  -0.0804
Si  3.776  5.8818  2.3983  -0.2646  0.0133  -0.0962
Si  7.7605  8.2636  2.9226  -0.1252  0.3333  -0.0296
Si  7.6822  0.4137  2.1272  -0.5616  -0.0244  -0.507
Si  7.9049  5.9295  2.4984  -0.0653  0.052  0.1567
Si  11.6003  8.2035  2.979  -0.0814  0.0412  0.1774
Si  11.8432  0.3989  1.8185  -0.0649  -0.2095  0.1731
Si  11.5441  5.8906  2.6409  0.2216  -0.1994  -0.5302
Si  1.998  8.5639  4.2304  -0.0059  -0.0712  -0.0614
Si  1.9569  0.8161  3.5527  0.0124  0.1246  0.0273
Si  1.9412  5.1212  3.7296  0.2658  0.0934  0.4149
Si  5.8292  8.543  4.2043  0.0841  -0.027  0.0084
Si  5.8901  0.7188  3.6377  0.067  -0.0202  0.3838
Si  5.8162  5.0226  3.4104  -0.0885  0.1471  0.0135
Si  9.6801  8.6384  4.1872  -0.0447  -0.1895  0.0216
Si  9.7904  0.9141  3.1858  0.0666  -0.0539  0.0913
Si  9.6907  5.1409  3.8079  -0.1308  0.1282  0.2975
Si  1.9548  6.6871  5.6251  -0.0891  -0.0316  0.1244
Si  2.0243  -0.8729  5.1798  0.0656  -0.1496  -0.0115
Si  1.9758  2.9742  4.7825  -0.0128  0.087  -0.0648
Si  5.7625  6.5049  5.3178  0.0488  0.204  0.0571
Si  5.8867  -0.9553  5.2863  -0.1223  -0.0713  0.0888
Si  5.8414  2.8872  4.6343  -0.0457  0.1077  0.1231
Si  9.6252  6.7521  5.5788  0.1615  0.1391  0.2818
Si  9.7763  -0.7531  5.0162  0.0588  -0.1502  -0.0125
Si  9.7111  2.9152  4.6159  -0.0351  -0.0038  0.112
Si  3.9911  6.5949  6.8883  -0.022  -0.0269  0.0011
Si  3.9131  -0.9899  6.5782  -0.2065  0.0104  -0.0632
Si  3.9594  2.9544  6.1522  0.0093  0.0591  -0.0905
Si  7.5756  6.5552  6.7591  0.0382  -0.3935  -0.1256
Si  7.9129  -0.993  6.4487  -0.0143  0.0949  -0.0487
Si  7.7772  2.8154  6.0054  -0.0846  -0.1967  -0.2426
Si  11.5356  6.9759  7.003  -0.1955  -0.1517  -0.0419
Si  11.6609  -0.7305  6.4721  0.0568  -0.2113  -0.0417
Si  11.5465  3.0963  6.1295  0.2586  0.0493  0.1413
Si  3.929  1.0892  7.5939  -0.0615  -0.1926  -0.0121
Si  4.0056  4.4979  8.0628  -0.0248  0.212  -0.233
Si  4.01  8.6864  8.1011  0.1058  0.0638  -0.1484
Si  7.8565  1.0234  7.5761  0.1683  0.0554  -0.0826
Si  7.6678  4.3656  7.7412  -0.0418  0.1063  -0.0657
Si  7.648  8.6386  7.8589  0.4857  0.2752  0.2236
Si  2.0883  1.7257  8.9077  -0.1659  -0.3627  0.209
Si  11.4556  4.7895  7.9337  0.1907  -0.1074  -0.3015
Si  11.6982  9.1956  8.2023  0.4246  0.4788  -0.2565
Si  11.6587  1.2807  7.6223  -0.005  0.2035  -0.0182
Si  9.513  4.0472  9.1403  -0.5275  0.0635  0.1783
Si  2.166  8.9144  9.5393  0.0539  0.2269  -0.0239
Si  5.8926  1.0695  8.8234  0.1186  -1.0069  0.0982
Si  5.9535  3.4742  9.2261  0.1924  0.4251  0.7147
Si  5.9306  9.4092  9.3361  -0.3265  0.1029  -0.1324
Si  9.7215  1.5337  8.9557  0.0951  -0.2254  0.1164
Si  1.8792  4.025  8.9844  0.1327  0.2849  -0.0566
Si  10.6292  10.9697  9.8042  -0.3663  -0.2488  0.5681
Si  8.3763  11.3948  16.2531  0.1031  -0.087  -0.0936
Si  8.1714  7.3265  19.9463  -0.0698  0.157  -0.3061
Si  9.547  8.4284  10.2004  -0.4764  0.2321  0.0392
Si  5.8289  7.1125  16.169  -0.1046  0.0958  -0.054
Si  0.8704  4.9793  11.8065  0.2254  -0.1895  0.3522
Si  8.2944  14.9991  21.0374  0.0876  0.0677  0.142
Si  -0.1755  12.2877  16.2162  -0.1464  -0.0527  0.0912
Si  4.1089  7.1417  20.367  -0.1264  -0.1485  -0.2774
Si  4.8655  4.3394  15.6054  -0.0428  0.1157  -0.1397
Si  5.1363  15.6433  20.6515  -0.0372  -0.0044  0.1386
Si  7.9871  5.5355  17.5598  0.069  0.0568  -0.1753
Si  9.8494  4.5507  13.2181  -0.2455  -0.1246  0.602
Si  1.9027  12.2269  14.0822  -0.0397  0.0545  0.1923
Si  4.4831  14.1343  18.0266  -0.1175  -0.028  -0.0337
Si  7.5777  4.8078  11.4818  -0.1202  -0.0432  0.0714
Si  7.0905  14.2638  16.6591  0.1571  -0.0526  -0.1582
Si  0.5334  7.2407  11.4432  -0.0105  0.0133  0.1217
Si  7.7947  8.9544  14.4408  -0.0497  0.148  0.2058
Si  2.6634  11.6791  16.954  -0.0407  -0.1536  0.0242
Si  10.511  7.4828  13.9346  -0.1882  0.1048  0.664
Si  -0.1879  3.7201  15.8841  -0.0254  -0.0825  0.3252
Si  4.249  9.1173  17.9779  -0.0895  0.0138  -0.1841
Si  7.0085  7.7885  11.7505  -0.0747  0.076  0.2365
Si  2.3108  3.6521  14.1067  0.0944  -0.2192  0.2474
Si  -0.4092  7.6425  19.4747  0.1784  -0.0216  -0.4299
Si  -0.8285  6.4712  16.716  0.0597  0.0633  0.0807
Si  1.7897  11.409  11.2031  -0.0133  0.1551  0.1111
O  11.8585  2.9981  -0.0828  -0.0037  -0.2409  -0.198
O  13.9606  5.8166  -0.9464  -0.2616  0.3933  -0.2408
O  7.2513  6.6068  -0.4963  0.2157  -0.3064  0.286
O  4.0025  0.5172  -0.8454  -0.0707  0.3836  0.0839
O  5.3316  5.4548  -1.7401  0.4278  0.1779  0.1706
O  9.6257  15.8861  20.6353  -0.1271  0.0516  0.0043
O  5.2748  8.0387  21.0412  -0.0342  0.124  0.2149
O  3.6749  7.9797  19.0226  0.2544  -0.0085  0.2692
O  10.2364  4.7404  -1.2222  0.3366  -0.5142  -0.1135
O  11.5539  6.9494  -1.2639  0.1543  -0.3346  0.0349
O  4.0985  1.8242  1.4287  -0.1407  -0.3304  -0.2446
O  4.1978  3.2529  -0.7476  -0.1302  -0.3673  0.0808
O  9.1887  2.7872  0.1737  0.1257  -0.0882  -0.2261
O  7.6297  6.8669  21.4108  0.0878  0.252  0.3516
O  11.4225  5.5474  1.0197  0.1217  0.1838  0.0109
O  9.0775  8.2883  8.6561  -0.0332  0.0049  0.2643
O  4.4204  14.6035  19.5881  0.2743  0.1093  -0.1332
O  6.9664  8.7603  13.0547  0.1641  -0.2477  -0.1642
O  1.0424  11.7921  17.1978  0.0836  0.1074  -0.2518
O  0.0077  6.1372  19.9281  -0.3239  0.1983  0.3171
O  10.0099  11.401  16.3456  -0.0654  0.14  -0.0223
O  5.6332  -1.4631  -1.5301  -0.477  0.2712  0.1452
O  2.9014  11.8283  15.3274  -0.2813  0.1391  0.0041
O  1.3671  3.6798  15.4293  0.0082  -0.0063  -0.3271
O  7.9565  1.3219  -1.7121  0.0411  0.2333  0.2179
O  6.0142  13.6503  17.7203  -0.0718  0.2301  -0.0594
O  0.8848  2.7227  -4.0189  0.1081  -0.1537  0.2685
O  6.7981  15.5817  20.5975  -0.0272  -0.1379  0.0245
O  5.4227  10.059  18.601  0.1838  -0.1575  0.0378
O  2.1806  13.7076  13.4754  -0.0972  0.0329  0.194
O  0.0996  7.9652  12.8702  0.007  -0.0154  -0.5153
O  10.2849  3.9218  14.6628  0.1062  0.1432  -0.3585
O  12.5317  5.2174  -3.0612  -0.0121  0.0798  0.1271
O  6.272  3.5037  15.4674  -0.1233  0.0563  0.3329
O  5.917  -0.4785  9.6195  -0.0159  0.2013  -0.1403
O  1.9029  7.7728  10.7241  -0.2604  0.2856  -0.1914
O  6.3984  3.9067  10.7963  0.1636  0.0485  -0.4332
O  5.026  5.956  15.3334  0.1495  -0.1693  0.2491
O  8.437  13.4928  20.3518  -0.1853  0.1021  0.1383
O  6.5309  6.1854  17.2986  0.0952  -0.1255  -0.0218
O  2.5886  10.2489  10.4055  -0.2542  -0.0886  -0.1187
O  10.9027  7.5602  10.3429  0.0919  0.199  0.2835
O  3.4564  12.8899  17.7298  0.0996  0.1384  -0.0747
O  -0.2806  7.1019  15.3298  -0.2308  -0.0705  -0.3179
O  7.8201  10.4975  14.9933  0.0658  -0.1281  0.1032
O  2.2426  1.2709  10.5101  -0.185  -0.1978  -0.1274
O  8.3427  4.0936  12.767  0.1573  0.2954  -0.3667
O  5.968  8.4456  10.6864  0.1899  0.3098  -0.0521
O  9.0917  6.2841  16.6227  0.0593  -0.1249  0.2261
O  8.5054  7.759  11.1912  0.0812  0.1669  -0.0495
O  6.7954  6.1814  11.9723  0.2024  -0.162  -0.1573
O  7.0176  7.9357  15.4424  -0.0289  0.0271  -0.0827
O  9.765  6.1637  13.3693  0.1755  -0.1122  -0.1579
O  4.6449  5.6159  20.1625  0.154  -0.0763  0.1242
O  8.8195  4.9616  10.3985  0.1242  -0.2906  -0.1117
O  9.3656  8.5838  14.2482  0.0551  -0.2359  -0.1996
O  5.5542  3.0997  -3.0781  -0.2487  -0.0777  0.5061
O  -0.2615  4.958  16.9449  -0.1723  0.1161  -0.2821
O  1.3339  4.8813  -5.5913  -0.0989  -0.0317  0.1468
O  3.8647  3.8549  14.4486  -0.1604  0.024  0.1092
O  7.9129  12.9636  16.1207  -0.0966  0.0589  0.1709
O  4.2161  15.4395  17.0558  0.1927  -0.1739  -0.0605
O  2.1094  11.274  12.7926  -0.1208  0.1084  -0.2678
O  1.6985  4.3507  10.5823  -0.0476  0.03  0.2749
O  8.2884  5.9715  19.0784  -0.0664  0.0651  0.051
O  8.0148  15.4517  17.3423  -0.2263  0.0433  0.0241
O  1.8329  4.8315  13.1206  -0.2945  -0.1154  -0.2987
O  11.0008  4.1782  12.1235  0.1922  0.0528  -0.0411
O  4.7941  8.2289  16.7254  0.1405  -0.084  0.1119
O  3.1355  10.1989  17.4675  0.1021  0.0818  0.028
O  9.5655  10.0046  10.6169  -0.0737  -0.3855  -0.1713
O  6.8037  3.4852  -0.7598  -0.0547  -0.1459  0.0096
O  9.6548  7.9601  20.0576  -0.0809  -0.1405  0.045
O  0.1839  11.2595  10.9929  0.4402  0.0306  -0.2668
O  -0.5425  2.2975  16.5823  0.1966  -0.007  -0.2213
O  7.1478  1.3885  0.86  0.3137  -0.0736  0.11
O  0.377  12.1561  14.6808  0.3383  0.1134  0.0412
O  -0.3802  7.5497  17.8505  -0.1767  -0.1607  0.2623

Results
free energy: -47848.538 eV
free energy less fixed offsets of O -463.61, Si -117.95 eV per atom: -9.908 eV
pressure: -2.23 GPa
stress xx, yy, zz, yz, xz, xy (GPa, positive in tension): 1.47, 3.79, 1.44, 0, 0.14, -0.2
